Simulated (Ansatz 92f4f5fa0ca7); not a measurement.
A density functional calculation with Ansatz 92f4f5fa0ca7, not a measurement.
Periodic cell of 254 atoms, Si144O106N4, from a study of silicon, its oxide and their interface. The atomic structure is a simulated model.
This geometry differs little from another in the collection (a relaxation step or a small displacement).

Settings
functional: r2SCAN
potential files: Ansatz PAW
basis: plane waves
wave-function cutoff: 800 eV
density cutoff ratio: 5
exchange-correlation grid ratio: 1
k mesh: 1 x 1 x 1, shifted by 0.5 0.5 0 of a step
self-consistency stop: 1e-10 eV per atom in the density residual
occupations: fixed
spin: none
net charge: 0

Cell vectors (angstrom)
a 10.887 0 0
b 0 10.887 0
c 0 0 36.0376

Atoms: element, x, y, z (angstrom)
Si 0.2879 -0.5611 0.1303
Si 2.5597 2.955 0.1018
Si 0.4687 5.3297 -0.0908
Si 2.7106 8.3679 0.4303
Si 5.352 -0.2356 -0.0313
Si 7.8569 2.9449 0.1433
Si 5.56 5.0466 0.2105
Si 7.5904 8.3724 -0.2252
Si 1.3187 1.2947 1.2654
Si 4.047 3.9666 1.582
Si 1.4325 6.744 1.4995
Si 4.1106 9.6402 1.6802
Si 6.6631 1.309 1.3083
Si 9.5667 4.1993 1.1823
Si 6.6737 6.8102 1.3088
Si 9.3791 9.3248 1.2247
Si -0.0388 2.728 2.5975
Si 2.6536 0.1112 2.8386
Si -0.1006 8.0793 2.7078
Si 2.7461 5.4055 2.8742
Si 5.4138 2.5986 2.8387
Si 8.1238 -0.064 2.6066
Si 5.4386 8.1249 2.8318
Si 8.1764 5.4999 2.6264
Si 1.3214 4.0145 4.0883
Si 4.0403 1.355 4.2368
Si 1.2737 9.5176 4.043
Si 4.0802 6.7917 4.1859
Si 6.8198 4.085 4.0149
Si 9.4865 1.3471 3.967
Si 6.837 9.5042 4.0961
Si 9.488 6.763 4.1177
Si -0.0456 0.0165 5.4053
Si 2.6912 2.7417 5.5269
Si -0.0218 5.3995 5.4379
Si 2.6651 8.1777 5.4317
Si 5.4462 -0.0472 5.4695
Si 8.1613 2.708 5.3732
Si 5.4764 5.4186 5.4617
Si 8.1774 8.1624 5.48
Si 1.3296 1.3389 6.816
Si 4.0906 4.0998 6.8428
Si 1.3369 6.7919 6.7837
Si 4.0584 9.4996 6.7967
Si 6.8092 1.367 6.7712
Si 9.5086 4.045 6.7756
Si 6.81 6.7972 6.8247
Si 9.5286 9.544 6.8172
Si -0.0188 2.7239 8.1546
Si 2.7281 -0.0145 8.1523
Si 0.0138 8.1673 8.1571
Si 2.7179 5.4793 8.1671
Si 5.4691 2.716 8.1601
Si 8.1611 0.0286 8.1574
Si 5.4205 8.1601 8.158
Si 8.1825 5.4205 8.1481
Si 1.3513 4.0964 9.4939
Si 4.1067 1.3441 9.496
Si 1.3953 9.5089 9.5226
Si 4.0727 6.8289 9.5413
Si 6.8292 4.0824 9.5258
Si 9.525 1.3832 9.5289
Si 6.7777 9.5532 9.4889
Si 9.5379 6.7922 9.4963
Si 0.042 0.0203 10.8282
Si 2.7457 2.7308 10.7976
Si 0.0152 5.4572 10.8872
Si 2.7486 8.1884 10.9432
Si 5.4493 0.0085 10.9091
Si 8.1854 2.7413 10.9205
Si 5.4585 5.4623 10.8479
Si 8.1509 8.1754 10.7916
Si 1.4356 1.3732 12.1728
Si 4.0933 4.0797 12.1522
Si 1.3758 6.8034 12.2666
Si 4.1121 9.5552 12.3255
Si 6.8135 1.3779 12.2683
Si 9.5584 4.1099 12.2787
Si 6.7994 6.8582 12.1863
Si 9.5321 9.5344 12.0966
Si 0.1118 2.7285 13.5539
Si 2.7681 0.0794 13.6565
Si -0.0245 8.2253 13.5082
Si 2.7742 5.4143 13.5656
Si 5.4301 2.7695 13.5789
Si 8.231 -0.0193 13.5197
Si 5.494 8.1891 13.6683
Si 8.1622 5.5272 13.5603
Si 1.686 3.8388 14.9237
Si 3.9329 1.6613 15.0179
Si 1.1056 9.795 14.8219
Si 4.3194 6.5539 14.9045
Si 6.5543 4.3953 14.8292
Si 9.8379 1.1236 14.7761
Si 7.1395 9.3467 14.928
Si 9.3088 7.1162 14.8588
Si -2.4244 -18.7494 16.8992
Si -8.9752 12.7646 27.364
Si -1.7765 13.321 33.4527
Si -19.093 16.9399 28.7768
Si -17.8619 14.2537 28.6557
Si 2.9798 -2.4289 16.9203
Si -1.3852 -19.0425 23.5773
Si -22.0375 -13.592 21.2916
Si 11.5682 27.5065 19.9578
Si -0.2118 -5.6395 17.0129
Si -4.0972 -8.8711 24.4805
Si -4.1361 -4.0111 25.8796
Si -5.9576 8.6647 21.7994
Si -14.9133 -25.9971 22.8255
Si -7.1673 1.0506 30.8122
Si -24.288 -8.8282 19.7073
Si -7.1397 -0.4366 27.0063
Si -17.557 -4.0626 34.2193
Si -20.9371 -0.3999 30.5481
Si 4.9995 2.1316 22.1404
Si -12.8112 -0.0261 24.3028
Si -3.8706 18.0529 33.014
Si 13.015 1.9061 22.6438
Si -4.674 21.8208 20.1622
Si -15.3214 -17.856 26.9619
Si -25.3756 -7.0824 22.0292
Si 22.7204 -3.3327 30.5705
Si 8.1286 -6.3556 31.6768
Si 22.5951 -18.3605 25.0539
Si -23.1299 6.7947 28.7154
Si -23.4918 -1.9985 26.6333
Si -19.3659 -13.7841 19.9996
Si 5.9558 -0.2541 29.1957
Si -2.9297 -1.6564 21.8222
Si 3.1094 10.1173 24.0481
Si -2.3392 -17.7355 28.863
Si -16.4728 -0.2422 17.0678
Si -21.5299 22.0344 33.3627
Si -31.3109 17.1869 33.1599
Si 1.5356 -4.5645 26.0343
Si -32.6934 2.1423 29.7405
Si -17.7749 18.4184 26.8084
Si 10.9473 -6.9143 32.1391
Si -1.9662 10.683 29.1825
Si -21.7364 13.7027 20.8855
Si -10.598 19.5246 24.4331
Si 14.2043 1.1662 33.9202
Si -14.2014 19.2761 30.1802
O 2.3971 0.3448 27.4699
O -0.378 -0.3838 34.6959
O -9.8817 2.1858 26.0876
O -6.1899 5.4656 34.9337
O -0.0862 -2.5604 22.9002
O -25.0562 15.3364 30.1446
O 1.5436 9.3227 35.8313
O 6.3172 9.0567 29.4013
O -7.414 -8.3331 22.1057
O -12.3748 16.1503 28.2321
O 14.9444 -15.2044 28.1025
O 4.1673 -23.1321 16.9016
O -24.6309 -7.809 32.4234
O -2.8412 -3.7564 29.2998
O -16.3468 29.5241 26.1502
O -5.4404 5.4663 15.4051
O -16.2394 -9.3736 23.5633
O 11.1912 5.879 18.3988
O 11.9256 9.03 29.9356
O -4.6933 35.6362 25.6671
O 1.3389 26.6546 32.3854
O -16.3339 18.2323 33.3235
O 5.2462 1.0881 20.9361
O 3.5402 7.1012 16.2409
O 7.4964 -16.3789 22.078
O 7.8931 7.8747 22.6916
O 8.2229 8.214 15.4306
N 7.8234 -7.9652 23.4274
O -3.1543 0.6397 20.1653
O -11.2555 -15.1641 20.857
O -11.804 -20.5847 23.8851
O -12.228 4.1384 17.324
O 1.132 1.7463 21.3881
O -0.8414 6.4493 16.1487
O -14.3548 44.0718 29.2814
O -22.6606 7.8422 27.5734
O -2.5589 10.3708 22.9029
O 6.7475 6.3158 24.381
O 13.368 11.3778 23.2855
O -30.8764 -12.4978 24.4824
O -13.3461 13.0365 34.8706
O -4.2739 -11.6375 16.2671
O -18.8625 -4.3161 33.3542
O -24.7533 -2.9303 26.1932
O -14.0749 11.6422 25.0583
O -3.5016 16.5241 32.5967
O -9.7923 8.766 20.5955
O -40.6001 4.5351 29.1867
O -14.0026 3.3305 27.6607
O 11.9034 4.5486 16.2335
O 33.0872 -3.6373 25.2976
O -21.0716 4.1632 20.3127
O -9.4035 6.2696 27.6742
O -0.5156 -7.4223 33.5851
O -3.0082 14.1561 20.6387
O 13.3986 -13.5488 18.4265
O -27.2214 7.1852 22.2432
O -28.3286 -10.7293 34.7493
O -1.7415 -9.0387 16.0528
O 3.4177 19.8084 27.3656
O -12.0534 -6.0296 31.5529
O 3.2714 13.621 27.3099
O 5.7038 -7.3278 21.9446
O -21.249 -0.6831 32.1101
O 6.5134 9.5879 35.5026
O -20.0601 11.7129 33.8333
O 0.4828 13.6363 31.1656
O -3.0243 -8.552 18.2204
O -7.0981 -2.9725 35.3254
O -6.7005 -1.5169 23.0838
O -22.5331 3.6229 24.778
O -18.9825 2.753 15.4925
O -17.798 -8.5281 29.9109
O -12.5045 -1.8906 20.8614
O -9.3403 -29.6947 23.6996
O 5.6612 -0.0911 18.646
O 1.5013 -17.6733 35.6636
O 14.2632 -8.3535 34.7861
N -11.3285 11.3697 29.7508
O -19.4623 6.8179 30.1366
O -17.0686 1.1057 16.3711
N -4.5371 -23.1596 21.1424
O 1.701 -1.8678 16.1238
O -17.9927 -2.3724 20.6708
O 2.1438 6.3983 20.2377
O -15.0502 16.3889 26.728
O -7.0504 12.2349 32.4047
O -18.7584 6.8916 25.6877
O 16.2222 -7.0352 28.1231
O -0.3149 -4.0592 29.9248
O -9.7659 2.3838 28.6635
O -13.9216 -3.2364 34.3429
O -36.3181 -7.1847 16.1355
O -22.5841 -7.6105 22.181
O -12.9484 9.416 30.1888
O -34.0351 2.8891 29.3823
O -4.1464 4.0485 35.6953
O -11.7862 -19.7252 19.8144
O -8.641 0.4303 30.4856
O -10.8758 -32.6499 15.3623
O -11.9248 1.136 32.8608
O -28.7541 10.5788 25.3974
O -1.9671 -0.7219 27.6248
O -20.34 -6.088 25.5533
O 4.9543 10.9648 30.4291
O -25.3673 18.9628 31.7248
O 5.109 10.8997 27.8126
N -1.0401 -1.3197 25.1641
O -10.1052 -3.4321 32.1834
O -10.4346 6.1891 34.5273

Results
free energy: -154114.831 eV
free energy less fixed offsets of N -386.36, O -570.45, Si -639.56 eV per atom: -5.051 eV

Forces (eV/angstrom), in the order of the atoms: element, x, y, z
Si 0.0101 -0.0052 0.0656
Si -0.0055 0.0013 0.0556
Si -0.005 -0.0116 0.0741
Si -0.0064 0.0021 0.0389
Si 0.0162 -0.0015 0.0533
Si -0.0118 0.0126 0.0612
Si 0.0085 -0.0003 0.0491
Si -0.0022 0.0138 0.072
Si -0.0011 0.0018 -0.0034
Si 0.0008 -0.0006 -0.0016
Si 0.0013 -0.0001 -0.0026
Si 0.0007 -0.0005 -0.0014
Si 0 0.0009 -0.0019
Si -0.0015 -0.0004 -0.0016
Si 0.001 -0.0008 -0.0054
Si 0.0016 -0.0002 -0.0006
Si 0.0022 0.0009 0.0005
Si 0.0002 -0.0021 0.0012
Si 0.0007 -0.0014 0.0019
Si -0.0009 0.0001 0.0012
Si 0.0004 0.0004 0.0012
Si -0.0027 -0.0019 0.001
Si -0.0002 0.0026 0.002
Si 0.0001 -0.0011 0.0005
Si 0.0008 -0.0002 -0.0004
Si 0.0007 0.0001 0.001
Si -0.0005 0.0008 -0.0011
Si -0.0002 -0.0006 -0.0004
Si -0.0009 -0.0011 -0.0011
Si 0.0001 -0.0001 -0.0002
Si 0.0005 -0.0006 -0.0007
Si 0.0009 0.0004 -0.0003
Si 0.0009 0.0004 -0.0009
Si 0.0014 0.0004 0
Si -0.0005 0.0009 -0.0004
Si 0.0009 -0.001 -0.0005
Si -0.0005 0.0007 -0.0006
Si -0.0009 -0.001 -0.001
Si 0.0001 0.0002 -0.0011
Si 0.001 -0.0005 -0.0008
Si 0.0001 0.0001 -0.0011
Si -0.0008 -0.0001 -0.0005
Si -0.0002 -0.0002 -0.0004
Si -0.0002 -0.0001 -0.0003
Si -0.0006 -0.0005 -0.0003
Si -0.0002 0.0002 -0.0005
Si -0.0001 0 -0.001
Si -0.0004 -0.0002 -0.0014
Si 0.0005 -0.0005 -0.0012
Si -0.0003 -0.0001 -0.0008
Si 0.0002 0.0002 -0.0011
Si 0.0004 -0.0002 -0.0004
Si 0 0.0002 -0.0008
Si 0 -0.0001 -0.0012
Si 0.0002 -0.0005 -0.0008
Si -0.0002 0.0004 -0.0011
Si -0.001 0 -0.0011
Si -0.0001 -0.0007 -0.0012
Si 0.0009 -0.0001 -0.001
Si -0.0009 0.0009 0
Si 0.0008 -0.0003 -0.0009
Si -0.0007 0.001 -0.0011
Si -0.0007 -0.0002 -0.0011
Si -0.0001 -0.0007 -0.0016
Si 0.0007 0.0002 -0.0007
Si 0.0003 0.0004 0.0005
Si 0.0001 0 0.0002
Si 0.0008 0.0005 -0.0008
Si -0.0003 0.0001 0.0001
Si 0.0007 0.0003 0.0001
Si -0.0002 0.0001 -0.0009
Si -0.0002 0.0002 0.0006
Si 0 -0.0001 -0.0004
Si 0.0001 0.0005 -0.0004
Si 0.0004 0.0005 0.0011
Si -0.0003 -0.0001 0.002
Si -0.0001 0.0007 0.0006
Si 0.0004 0 0.0002
Si -0.0007 0.0009 -0.0011
Si -0.0002 0.0006 -0.0029
Si 0.0012 -0.0007 -0.0041
Si -0.0008 0.0023 -0.0037
Si -0.0006 0.0011 -0.0027
Si 0.001 -0.0003 -0.0027
Si -0.0017 -0.0002 -0.0021
Si 0.0006 -0.0009 -0.004
Si 0.0025 -0.0016 -0.0027
Si -0.0014 0.0014 -0.0037
Si -0.0118 0.0124 0.0591
Si 0.0149 -0.0095 0.0599
Si 0.01 -0.0115 0.0546
Si -0.0127 0.0105 0.0533
Si 0.0125 -0.012 0.0546
Si -0.0109 0.013 0.0545
Si -0.0096 0.0141 0.0597
Si 0.0134 -0.011 0.0564
Si -0.0003 -0.0113 0.1546
Si 0.0113 0.0115 0.1551
Si -0.0138 -0.0201 0.1273
Si -0.0103 0.003 0.1443
Si -0.0171 -0.0222 0.1318
Si 0.0037 0.0124 0.1576
Si 0.0045 -0.0084 0.1353
Si -0.0263 0.0289 0.1526
Si -0.0023 -0.0093 0.1676
Si 0.0033 0.0059 0.158
Si -0.01 0.0161 0.1534
Si -0.0113 0.0154 0.1441
Si 0.0038 -0.0048 0.1426
Si 0.0028 -0.0143 0.1426
Si -0.0194 -0.0037 0.17
Si 0.0105 0.0056 0.1794
Si 0.0133 0.0105 0.159
Si 0.002 -0.0057 0.1166
Si 0.0051 -0.0116 0.133
Si -0.0052 0.0157 0.1348
Si 0.0219 -0.013 0.1338
Si -0.0163 0.0065 0.1648
Si 0.0006 -0.0025 0.1431
Si 0.0088 0.001 0.1865
Si 0.0137 0.0042 0.1619
Si -0.0067 0.0178 0.1409
Si -0.0054 0.0189 0.1546
Si -0.0008 -0.0029 0.1469
Si 0.025 0.0064 0.1604
Si -0.0094 -0.0197 0.1386
Si -0.0016 -0.0057 0.1823
Si 0 0.0153 0.1821
Si 0.009 -0.0112 0.1292
Si 0.0214 -0.0067 0.1337
Si -0.009 0.0137 0.1583
Si 0.0116 0.0065 0.1545
Si -0.0018 -0.0135 0.1657
Si -0.002 0.0064 0.1448
Si 0.0104 -0.0091 0.1542
Si 0.0258 -0.0002 0.1478
Si -0.0108 0.003 0.1397
Si -0.0054 -0.0098 0.1238
Si -0.0025 0.0136 0.1283
Si 0.0226 0.0125 0.1359
Si 0.0061 -0.0187 0.1581
Si 0.0007 -0.01 0.1548
Si 0.0144 0.0006 0.1536
Si -0.01 -0.0146 0.1497
O 0.0096 -0.0124 -0.0546
O 0.001 0.0171 -0.0871
O -0.0283 0.03 -0.0999
O -0.0168 0.0209 -0.0587
O -0.01 -0.0174 -0.1358
O 0.0029 -0.0111 -0.1056
O -0.0061 0.0034 -0.0316
O -0.0147 0.0175 -0.0529
O 0.0156 0.0036 -0.0455
O 0.0029 0.0044 -0.0542
O 0.0139 0.0213 -0.0689
O -0.0011 0.0005 -0.0491
O -0.0127 0.027 -0.0635
O 0.0205 -0.012 -0.0653
O 0.0394 -0.0122 -0.0581
O 0.0008 0.0001 -0.0267
O -0.0251 0.0025 -0.0833
O -0.0232 -0.0133 -0.1334
O 0.002 -0.0097 -0.0475
O 0.0142 -0.048 -0.1105
O -0.0078 -0.0204 -0.0645
O 0.0273 0.0049 -0.0575
O 0.0225 -0.037 -0.0873
O 0.0226 -0.0282 -0.0682
O 0.0044 -0.0107 -0.049
O 0.0019 0.0289 -0.0639
O 0.0003 -0.0004 -0.0285
N 0.0013 0.0219 -0.087
O 0 0.0139 -0.0613
O 0.0209 -0.0344 -0.0646
O -0.0011 0.0156 -0.0463
O -0.0017 0.0026 -0.0592
O -0.0297 0.0129 -0.0743
O -0.0245 0.0303 -0.0734
O -0.0011 -0.0008 -0.0395
O -0.0009 0.0397 -0.0931
O -0.0291 -0.0311 -0.1005
O 0.0006 0.0015 -0.1159
O -0.0022 0.0255 -0.0549
O 0.0067 0.0081 -0.0531
O 0.027 -0.0066 -0.091
O 0.0294 -0.0227 -0.0781
O -0.0273 -0.0007 -0.058
O -0.0203 -0.0134 -0.0654
O 0.0047 0.0059 -0.0549
O 0.0179 -0.0266 -0.0648
O 0.0381 -0.0093 -0.0656
O 0.0064 0.0025 -0.0462
O -0.0416 -0.002 -0.0863
O 0.032 -0.0252 -0.074
O -0.0165 0.0342 -0.0688
O 0.0105 0.0443 -0.063
O -0.0161 0.0035 -0.0968
O 0.0111 0.0098 -0.0665
O 0.021 -0.0321 -0.1027
O 0.0189 0.0138 -0.1404
O -0.0153 0.0232 -0.056
O -0.0347 0.0191 -0.0686
O 0.026 -0.0305 -0.0746
O 0.0019 0.005 -0.0476
O -0.0085 0.0062 -0.049
O -0.0132 -0.0107 -0.0624
O 0.0016 0.002 -0.0459
O 0.0109 -0.0114 -0.1085
O 0.0021 -0.0048 -0.0293
O -0.0136 -0.0049 -0.0576
O 0.0002 -0.0333 -0.0891
O -0.003 0.0277 -0.1292
O 0.0213 -0.0229 -0.0573
O 0.0383 -0.0257 -0.0954
O -0.0278 -0.0114 -0.0682
O 0.0008 0.0003 -0.026
O 0.0073 0.0424 -0.0866
O 0.0099 -0.0037 -0.0503
O 0.0206 -0.0265 -0.0991
O -0.033 -0.0061 -0.1543
O -0.0026 0.0055 -0.0368
O 0.0081 -0.0217 -0.0665
N -0.0223 0.0036 -0.0637
O 0.026 -0.0267 -0.0811
O -0.0246 0.0304 -0.0743
N -0.0072 0.0253 -0.0726
O -0.0295 0.025 -0.071
O -0.046 -0.0103 -0.085
O -0.0002 -0.0006 -0.0516
O -0.003 0.0307 -0.0652
O 0.0108 -0.002 -0.1303
O -0.0142 -0.0022 -0.0577
O 0.0322 0.0107 -0.0685
O -0.0293 -0.004 -0.0713
O 0.0404 -0.0027 -0.0949
O -0.0095 -0.027 -0.1019
O -0.0305 0.0254 -0.0699
O 0.0247 0.0075 -0.1051
O 0.0029 0.0152 -0.0566
O -0.0152 0.0072 -0.0507
O 0.0036 -0.0022 -0.0277
O -0.0281 -0.0085 -0.0718
O 0.0003 0.0033 -0.0544
O 0.0004 -0.0001 -0.0316
O 0.003 -0.0026 -0.0525
O -0.0147 -0.0125 -0.1206
O 0.0037 -0.0371 -0.1178
O -0.0144 -0.0315 -0.0577
O 0.0306 -0.0125 -0.0682
O 0.0162 0.0307 -0.1181
O -0.0409 -0.0052 -0.086
N 0.0112 0.0212 -0.0958
O -0.0072 0.0222 -0.0942
O 0.018 0.0165 -0.0991

The program warned: the cutoff lies below the one the program advises for these potential files; the forces do not sum to zero within the program's tolerance; empty levels may hold ghost states of the PAW files; the exchange-correlation potential is rough where the density is thin.
